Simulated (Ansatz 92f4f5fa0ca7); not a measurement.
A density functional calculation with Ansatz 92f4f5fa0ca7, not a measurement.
Periodic cell of 171 atoms, Si99O72, from a study of silicon, its oxide and their interface. The atomic structure is a simulated model.

Settings: functional r2SCAN; potential files Ansatz norm-conserving; basis plane waves; wave-function cutoff 1300 eV; density cutoff ratio 4; exchange-correlation grid ratio 1; k mesh 2 x 2 x 1, shifted by 0.5 0.5 0.5 of a step; self-consistency stop 5e-08 eV per atom in the density residual; occupations Fermi-Dirac, 0.05 eV; spin none; net charge 0.

Cell vectors (angstrom)
a 11.5403 0 0
b 0 11.5403 0
c 3.2224 -2.075 23.951

Atoms: element, x, y, z (angstrom)
Si 0.2869 0.5603 0.8621
Si 0.0792 3.5945 0.3543
Si 0.156 9.05 0.2379
Si 4.1824 0.768 0.9979
Si 4.0941 3.7601 0.3513
Si 4.278 9.2819 0.3956
Si 8.0586 0.8994 1.079
Si 8.1209 3.9259 0.6613
Si 8.0611 9.3697 0.687
Si 2.2114 0.663 2.162
Si 2.1233 4.3386 1.5816
Si 2.2276 8.5289 1.4749
Si 6.1009 0.8087 2.2584
Si 6.041 4.454 1.6961
Si 6.101 8.6756 1.81
Si 9.9996 0.7108 2.2726
Si 9.9927 4.3009 1.9961
Si 9.9793 8.5917 1.8209
Si 2.2159 2.6602 3.3092
Si 2.2391 6.4761 2.8371
Si 2.2392 10.1939 3.2603
Si 6.107 2.7656 3.3996
Si 6.1204 6.5243 2.9554
Si 6.1026 10.3637 3.4105
Si 10.0349 2.6041 3.5609
Si 10.0033 6.4813 3.0486
Si 9.9967 10.2828 3.4393
Si 0.4381 2.6254 4.8229
Si 0.4117 6.537 4.4183
Si 0.4055 10.2818 4.7284
Si 4.1576 2.6412 4.6673
Si 4.1748 6.489 4.3069
Si 4.1311 10.3129 4.6597
Si 8.0364 2.5855 4.7697
Si 8.0587 6.4812 4.4111
Si 8.0359 10.3458 4.7357
Si 0.4044 0.6568 6.1256
Si 0.5167 4.6816 5.9105
Si 0.3601 8.3513 6.0118
Si 4.119 0.6968 6.0485
Si 4.2978 4.6507 5.8251
Si 4.1784 8.31 5.8462
Si 8.0521 0.6614 6.1758
Si 8.1405 4.6038 5.8929
Si 8.0022 8.3488 5.8953
Si 2.269 0.748 7.5313
Si 2.4783 4.6982 7.2858
Si 2.3472 8.4155 7.3247
Si 6.0198 0.5294 7.4139
Si 6.2146 4.5729 7.2673
Si 6.08 8.2636 7.2359
Si 10.0569 0.5972 7.5332
Si 10.1135 4.5853 7.2417
Si 9.8632 8.5132 7.3009
Si 2.5149 2.8234 8.7395
Si 2.6594 6.5771 8.704
Si 2.0972 10.2671 8.7881
Si 6.2344 2.5404 8.5921
Si 6.304 6.4642 8.6838
Si 5.7819 10.0073 8.716
Si 10.3302 2.6627 8.6616
Si 10.0884 6.5653 8.4519
Si 9.7035 10.2701 9.0191
Si 0.674 3.5 10.0174
Si 0.5292 6.5826 9.5478
Si 0.2242 9.5717 10.1572
Si 4.5027 3.0621 10.0773
Si 4.615 6.1903 10.2179
Si 3.827 9.8887 10.3061
Si 8.283 2.9308 9.6941
Si 8.3576 6.0106 9.9611
Si 7.3872 10.48 10.2892
Si 4.4353 5.6055 19.0933
Si 3.8147 7.7037 12.4523
Si 9.0161 4.1951 12.2563
Si 7.3114 3.6021 17.2368
Si 5.3303 0.6631 11.7555
Si 9.7258 -1.4728 17.6142
Si 10.5984 1.1783 20.8186
Si 0.5529 3.6387 12.9465
Si 7.3829 9.3578 15.7462
Si 2.5705 5.6529 14.2521
Si 8.4449 7.1381 21.3749
Si 3.0029 8.3847 15.2936
Si 13.8368 5.588 21.4114
Si 4.6681 4.7885 16.329
Si 8.1074 9.6108 12.9542
Si 8.0584 2.3062 21.4204
Si 12.0907 -1.2623 15.657
Si -0.3348 1.2462 14.3926
Si 8.5041 2.8472 14.8392
Si 10.0096 9.5029 20.5885
Si 7.1558 4.9207 19.8595
Si -0.5671 10.2359 12.926
Si 8.5881 1.2297 18.8501
Si 1.3498 2.6409 22.1783
Si 11.2903 7.0881 21.585
Si 5.2908 7.5135 17.0337
Si 6.8454 0.3093 14.3247
O 8.4464 3.8218 16.1208
O 0.199 -0.8323 -0.0935
O 8.1017 2.3004 0.1145
O -0.4818 4.1596 -1.1102
O 11.3702 6.6426 23.1382
O -0.2372 8.1959 -1.1472
O 4.1914 2.1189 0.0249
O 11.2562 -1.4647 17.0373
O 3.9511 4.381 -1.184
O 8.6599 8.7745 21.2306
O 7.4547 6.4496 20.2991
O 4.1893 -0.6168 0.0882
O 9.8948 6.4597 21.0339
O 0.2496 1.9713 -0.0211
O 14.8382 5.8065 20.1786
O 4.76 2.1525 11.4284
O 8.8651 9.4404 16.3998
O 5.5463 4.6924 19.8674
O 7.7239 1.1646 20.2612
O -1.8877 9.3806 12.5391
O 0.285 7.9339 10.5062
O 0.4537 10.1906 11.674
O 3.2065 8.7387 11.339
O 0.4204 5.1239 10.3383
O 2.2078 6.9429 15.2054
O -0.8154 0.284 13.1801
O 7.561 8.7338 14.2254
O 10.0975 1.7157 19.3306
O 4.5076 4.6034 10.6592
O 5.0546 7.0735 11.5748
O 8.5433 2.9337 11.3284
O 6.7198 0.3707 10.8973
O 8.2474 3.8991 13.6408
O 7.3068 1.7533 14.8686
O 5.4685 6.193 16.0957
O 5.5497 0.5041 13.3663
O 4.1859 11.16 11.2778
O 0.6978 2.3755 13.9388
O 1.2832 4.8109 13.7921
O 8.8998 -0.1133 17.9958
O 0.5076 0.3572 15.4607
O 10.2984 11.091 20.8706
O 9.8934 2.0193 14.9444
O 2.0344 9.632 15.689
O 8.0201 -0.3621 13.4193
O 1.1336 3.0427 11.5442
O 9.8529 9.2298 18.9901
O 7.2809 9.3949 11.574
O 3.8469 4.8702 17.7476
O 8.0463 10.9988 0.2327
O 4.646 8.7547 -1.1281
O 12.5782 6.4618 20.8833
O 10.5865 4.136 12.6326
O 7.8986 3.7944 20.7597
O 5.0842 7.0294 18.5794
O 6.5803 8.4424 16.8012
O 4.0007 8.3576 16.5607
O 6.6245 -0.7298 15.5726
O 11.4461 -1.9584 14.3354
O 3.8584 8.5394 13.8807
O 7.6619 2.168 17.9119
O 5.8157 3.6348 16.5468
O 8.156 4.5218 9.3081
O 8.5684 4.9357 -0.5896
O 13.3139 4.0524 21.5073
O 3.0734 6.301 12.842
O 12.149 1.6134 21.0994
O 8.631 5.6454 11.5882
O 3.6299 4.6638 15.0616
O 9.6016 1.9541 21.867
O 11.2742 8.682 21.2091
O 7.5786 4.7943 18.2956

Results
free energy: -45071.322 eV
free energy less fixed offsets of O -463.61, Si -117.95 eV per atom: -14.352 eV
pressure: -1.58 GPa
stress xx, yy, zz, yz, xz, xy (GPa, positive in tension): 0.35, 2.73, 1.65, -0.28, 0.92, -0.05

Forces (eV/angstrom), in the order of the atoms: element, x, y, z
Si 0.02 -0.0507 -0.9015
Si -0.1546 -0.1197 -0.5962
Si -0.1683 0.2219 -0.422
Si 0.0166 -0.0863 -1.1274
Si 0.0065 -0.3357 -0.5948
Si 0.1468 0.4107 -0.8084
Si -0.1762 0.0149 -1.4041
Si -0.0366 -0.3322 -0.7401
Si -0.1119 0.3645 -1.0656
Si -0.0942 0.0324 -0.2085
Si -0.0783 -0.159 -0.1703
Si 0.0094 0.1262 -0.0851
Si -0.0433 -0.0307 -0.219
Si 0.0854 -0.1439 -0.2372
Si 0.0502 -0.0595 -0.1198
Si 0.2546 0.0499 -0.0753
Si 0.0179 -0.0344 -0.1337
Si 0.0438 -0.048 0.0531
Si -0.0347 0.0573 0.1294
Si 0.0452 0.0358 -0.1529
Si 0.0125 -0.2163 0.089
Si 0.0642 0.0429 0.2823
Si 0.0975 0.1273 -0.1006
Si 0.0217 0.1126 0.4499
Si 0.0328 0.0333 0.3057
Si 0.014 0.0902 -0.1783
Si -0.0887 -0.1633 0.4111
Si -0.0623 0.1451 -0.004
Si -0.0813 -0.0774 0.0091
Si 0.1792 0.0709 -0.0274
Si -0.043 0.1895 0.0392
Si -0.0491 -0.0879 -0.0174
Si 0.147 -0.1036 0.0284
Si -0.1188 0.1967 0.0152
Si -0.0814 -0.1376 -0.0137
Si 0.0313 -0.1634 -0.1217
Si 0.0107 -0.1492 -0.1183
Si -0.0745 -0.0476 0.3389
Si -0.0051 0.0917 0.0548
Si 0.0014 -0.0974 -0.1317
Si -0.0627 0.0074 0.2969
Si -0.1584 0.1981 0.0048
Si 0.0094 -0.0433 0.1291
Si 0 0.0015 0.3413
Si 0.0632 0.068 0.0239
Si 0.0541 0.0883 0.2836
Si 0.1199 0.0901 -0.2144
Si 0.0742 0.0332 -0.2474
Si -0.146 -0.0876 0.2168
Si 0.1279 -0.1793 -0.3241
Si 0.0311 -0.1363 -0.0356
Si 0.0007 0.2076 0.0439
Si -0.1018 0.0387 -0.5976
Si -0.1247 0.0423 -0.0345
Si 0.0463 0.0677 0.0224
Si 0.1142 -0.2428 0.523
Si -0.0871 -0.2046 0.1499
Si -0.077 0.2139 0.0445
Si 0.2194 -0.072 0.4597
Si -0.2675 0.2849 0.1953
Si 0.1297 -0.0658 0.1929
Si -0.1257 -0.1743 0.2677
Si 0.1874 0.0213 0.2886
Si 0.1734 0.2968 0.5856
Si -0.0722 0.0438 0.886
Si 0.0052 -0.3343 0.47
Si 0.057 0.01 0.2611
Si 0.0946 -0.2509 -0.2341
Si -0.3112 0.6095 -0.1483
Si 0.2566 0.304 0.1988
Si 0.0653 -0.271 -0.0079
Si -0.1363 -0.3187 0.0465
Si 0.0286 -0.0546 0.0714
Si -0.1429 -0.0963 0.4776
Si -0.0969 -0.0615 0.458
Si 0.2792 0.0777 -0.0639
Si -0.1152 0.2102 0.0918
Si 0.1161 -0.0231 0.0695
Si -0.0292 -0.1619 -0.338
Si 0.0218 -0.0779 0.4303
Si 0.0905 -0.0337 0.3628
Si -0.1664 -0.218 0.2692
Si 0.1296 0.124 -0.4057
Si -0.2124 0.0092 0.4817
Si -0.2528 0.1148 -0.3963
Si 0.0321 -0.2036 -0.1306
Si 0.2498 0.0458 0.4583
Si 0.2336 0.0041 -0.4007
Si 0.0242 0.1365 0.2715
Si 0.0891 0.2418 0.2469
Si 0.1722 0.1194 0.2353
Si 0.0088 -0.1 0.0676
Si -0.0361 0.1399 -0.2651
Si 0.0226 0.1669 0.2661
Si 0.0424 0.0307 -0.2778
Si 0.0262 0.0062 -0.176
Si -0.0639 0.1064 -0.4021
Si 0.0883 0.0481 0.0928
Si 0.1306 0.2846 0.4048
O -0.3143 -0.3001 -0.1098
O 0.0538 -0.2496 0.6488
O 0.0243 0.3128 0.9547
O 0.0496 -0.1495 0.4694
O 0.0134 0.1478 0.2704
O 0.1886 0.3707 0.3963
O -0.0706 0.4581 0.6875
O -0.173 0.0591 -0.2532
O 0.0549 -0.1586 0.586
O 0.178 -0.2792 0.0579
O 0.0408 -0.1325 0.192
O 0.0618 -0.4546 0.6264
O -0.0525 0.287 0.3779
O -0.0206 0.3434 0.566
O 0.0556 -0.0699 0.1674
O 0.0666 -0.3674 -0.1573
O -0.1981 0.107 -0.1428
O 0.0958 0.1795 -0.1675
O 0.184 0.3658 0.2056
O -0.1411 0.1365 0.0293
O 0.2041 0.3563 -0.5821
O -0.2125 -0.1493 -0.3273
O 0.3822 0.1359 -0.1835
O 0.0559 -0.4859 -0.3754
O 0.3523 0.1148 -0.2733
O 0.0559 -0.2873 0.0278
O 0.055 0.3286 -0.1657
O -0.2419 -0.2298 0.3379
O 0.0367 0.1493 -0.2884
O -0.28 -0.0261 -0.3067
O -0.1373 0.1339 -0.527
O 0.2144 -0.454 0.1279
O 0.2185 -0.0972 -0.2754
O 0.0094 -0.2234 -0.2032
O -0.2495 0.0356 0.2071
O 0.0858 -0.0563 -0.5196
O 0.1747 -0.2482 -0.0305
O -0.2686 0.1164 -0.2438
O 0.1058 -0.0457 -0.308
O 0.0884 -0.0039 0.1171
O -0.2351 -0.2567 -0.2297
O -0.01 0.1173 0.0205
O -0.0315 -0.0592 -0.2358
O 0.0166 -0.1641 -0.2005
O -0.1898 -0.2999 -0.0485
O -0.262 0.2224 -0.3151
O -0.0253 0.2212 0.0955
O 0.0918 0.4818 -0.4441
O 0.3764 0.2046 -0.0284
O 0.0671 -0.3799 0.7224
O -0.0794 0.1005 0.4808
O 0.1491 -0.1013 0.444
O -0.0871 -0.0858 -0.0801
O -0.0833 -0.1599 0.0733
O -0.096 -0.2745 -0.2375
O -0.0697 0.0074 -0.2444
O 0.0627 -0.1427 -0.251
O 0.1701 -0.1737 -0.341
O -0.0022 0.2264 -0.2735
O -0.0254 -0.2576 -0.2853
O 0.0725 0.0137 0.1605
O -0.0631 0.2663 0.1174
O -0.2162 -0.0865 0.5628
O -0.1709 -0.4689 0.3457
O 0.0318 -0.0683 0.1917
O 0.025 0.4237 0.0264
O 0.0107 0.311 0.4772
O -0.1529 -0.0129 -0.7444
O -0.0168 0.3302 0.0159
O -0.1528 -0.0192 -0.1795
O -0.2489 -0.2294 0.1484
O -0.24 -0.2105 0.2251
